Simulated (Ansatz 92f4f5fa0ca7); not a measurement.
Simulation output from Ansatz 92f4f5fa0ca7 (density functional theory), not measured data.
Periodic cell of 284 atoms, Si144O100H32N8, with a vacuum gap, from a study of silicon, its oxide and their interface. The atomic structure is a simulated model.

Settings
functional: r2SCAN
potential files: Ansatz PAW
basis: plane waves
wave-function cutoff: 800 eV
density cutoff ratio: 5
exchange-correlation grid ratio: 1
k mesh: 1 x 1 x 1, shifted by 0.5 0.5 0 of a step
self-consistency stop: 1e-11 eV per atom in the density residual
occupations: fixed
spin: none
net charge: 0
applied field: sawtooth along c, amplitude -0.015 V/angstrom in the program's sign convention, ramp centred at 0.9895 of c and 0.0209 of c wide, no dipole correction

Cell vectors (angstrom)
a 10.888 0 0
b 0 10.888 0
c 0 0 47.8134

Atoms and the computed forces on them: element, x, y, z (angstrom), force x, y, z (eV/angstrom)
Si -0.169 0.5646 34.1853 0.0294 -0.0136 -0.0164
Si 2.5561 3.4769 34.3732 0.0283 -0.0048 -0.02
Si 0.6547 5.0329 34.349 -0.0207 0.015 -0.0241
Si 3.0581 8.2252 34.0285 -0.0052 0.0044 -0.0192
Si 5.7633 0.1397 34.076 0.0057 0.0085 -0.0188
Si 8.8924 2.2019 34.0527 -0.0136 0.0172 -0.0199
Si 5.6877 6.6402 33.5523 0.0177 -0.0074 -0.0263
Si 7.6916 8.9031 32.8548 0.0035 -0.0091 -0.0447
Si 1.5169 1.591 35.508 -0.02 0.0076 -0.0145
Si 4.3449 4.3958 35.7621 -0.0158 -0.0005 -0.0164
Si 1.5739 6.8929 35.4052 0.0018 -0.012 -0.0139
Si 4.268 9.6565 35.4007 0.012 -0.0021 -0.0071
Si 7.0908 1.4254 35.456 0.0041 -0.018 -0.0101
Si 9.6883 4.0148 35.4014 0.0242 0.0008 -0.0104
Si 6.1006 6.1941 35.7445 -0.0064 -0.002 -0.0213
Si 9.6035 9.6558 35.3154 -0.017 0.0116 -0.0163
Si 0.0208 2.7134 36.9362 -0.0079 0.0002 0.0006
Si 2.8028 0.0402 36.7464 -0.0031 -0.0097 0.0142
Si 0.0332 8.1854 36.6452 0.0164 0.0005 0.0124
Si 2.7352 5.5486 36.9954 0.0114 0.015 -0.0006
Si 5.5872 2.7056 36.8163 0.01 0.0181 0.0109
Si 8.2224 -0.0618 36.8486 0.0048 0.0024 -0.0029
Si 5.3699 8.139 36.8712 -0.0159 -0.0139 0.006
Si 8.1342 5.3407 36.673 -0.0123 -0.0194 0.0139
Si 1.3563 4.1168 38.2487 0.0093 -0.0276 0.0107
Si 4.1642 1.3525 38.1254 -0.0022 -0.0118 0.0311
Si 1.3733 9.5441 38.0811 -0.0022 -0.0044 0.0351
Si 4.0296 6.9052 38.3448 -0.0051 0.0099 0.0011
Si 6.8945 4.0371 38.2172 0.0085 0.0083 0.0149
Si 9.5469 1.3127 38.2262 -0.01 0.0243 0.0059
Si 6.8224 9.465 38.1697 0.0103 0.0089 0.0209
Si 9.5195 6.7897 37.9979 0.01 -0.0061 0.0379
Si 0.0452 -0.0231 39.5184 0.0231 -0.0263 0.1504
Si 2.7996 2.7162 39.4841 -0.0971 0.0779 0.1732
Si -0.0486 5.4839 39.5148 0.0133 0.0028 0.227
Si 2.6327 8.2302 39.6202 0.0159 -0.0124 0.1995
Si 5.4529 -0.0323 39.5201 0.0282 -0.0413 0.22
Si 8.2058 2.6774 39.6015 0.0088 -0.0163 0.1811
Si 5.4836 5.4601 39.5002 0.0422 -0.0538 0.1642
Si 8.2262 8.1157 39.4652 -0.0599 0.0647 0.1666
Si 1.423 1.3542 40.8307 -0.0326 -0.0221 0.3077
Si 4.1235 4.0937 40.8427 0.0302 -0.0363 0.3889
Si 1.287 6.8224 40.949 -0.0107 0.1164 0.1293
Si 4.0664 9.5553 40.925 -0.0677 -0.0381 0.2859
Si 6.8029 1.3097 40.9111 0.1403 0.0902 0.2891
Si 9.5656 4.0854 40.9101 -0.1796 -0.0856 0.3098
Si 6.8575 6.7839 40.8462 0.04 -0.001 0.3526
Si 9.5505 9.4877 40.8523 0.1349 0.0288 0.1412
Si 0.1054 2.7218 6.8969 -0.0752 -0.1739 -0.287
Si 2.6712 0.0006 6.9698 -0.1613 -0.0165 -0.238
Si -0.064 8.1851 7.0219 -0.0285 0.1249 -0.1081
Si 2.7188 5.4005 6.9006 0.1777 -0.0475 -0.2348
Si 5.4629 2.7462 6.9098 -0.0489 0.0729 -0.3534
Si 8.1666 -0.087 6.929 0.0609 0.1132 -0.1855
Si 5.4899 8.1523 6.8782 0.0104 -0.0878 -0.3617
Si 8.1647 5.4222 6.9339 -0.0119 0.0345 -0.3531
Si 1.3837 4.0852 8.3544 -0.0514 0.0407 -0.1962
Si 4.0059 1.4575 8.2001 0.023 -0.0482 -0.1949
Si 1.316 9.527 8.4045 0.0286 -0.0208 -0.1262
Si 4.1614 6.7363 8.1693 -0.0299 0.0269 -0.1936
Si 6.8724 4.0309 8.3068 0.0336 -0.0415 -0.1834
Si 9.6293 1.2869 8.1414 -0.0041 0.0101 -0.16
Si 6.7802 9.469 8.3497 0.0038 0.0266 -0.1857
Si 9.401 6.8353 8.332 0.0399 -0.0131 -0.1633
Si -0.1126 0.0582 9.7736 -0.0167 0.0071 -0.0413
Si 2.7438 2.6956 9.7499 0.0001 -0.0175 -0.0595
Si -0.0945 5.4692 9.5873 0.0063 -0.0067 -0.0199
Si 2.795 8.0293 9.5149 -0.0051 0.0043 -0.0074
Si 5.3273 0.0701 9.4578 0.0099 -0.0132 -0.0146
Si 8.3468 2.5873 9.5277 0.015 -0.0167 -0.0312
Si 5.5 5.4432 9.5998 -0.0057 0.0135 -0.032
Si 8.0719 8.1005 9.8647 0.013 0.0167 -0.0604
Si 1.2958 1.4388 11.1615 -0.0116 -0.0143 -0.0125
Si 4.3307 3.9873 10.9518 -0.0085 0.0319 -0.0136
Si 1.3209 6.81 10.868 0.013 0.0022 -0.0137
Si 3.9374 9.6078 10.7649 0.003 -0.0161 -0.0074
Si 6.9145 1.189 10.7421 -0.0037 0.0065 -0.0171
Si 9.6156 3.9769 10.9781 -0.0012 -0.0057 -0.0056
Si 6.788 6.5626 11.2402 -0.0309 -0.0032 -0.007
Si 9.3732 9.5548 11.2116 0.0076 0.0074 -0.017
Si 0.4157 3.2571 12.4513 -0.0003 0.0134 0.0183
Si 2.107 -0.5566 12.1034 0.0098 -0.0166 0.0148
Si 0.4497 8.6063 12.1588 0.0101 -0.0003 0.0128
Si 3.8761 4.961 13.0206 -0.0144 -0.0151 -0.0032
Si 5.2682 2.3097 13.8628 -0.0097 0.0064 -0.0188
Si 7.779 0.8941 14.2295 0.0005 -0.0155 -0.0322
Si 5.2857 9.2104 12.6117 0.002 0.0124 0.0043
Si 7.8648 4.7927 12.2965 0.006 -0.0095 0.0128
Si 1.6119 5.3256 12.704 -0.0026 0.0021 0.0072
Si 6.2162 3.0229 11.9161 0.0115 -0.0111 0.0138
Si 3.6674 10.4396 13.8257 0.0098 0.0021 -0.016
Si 5.3249 6.9335 13.146 0.013 0.0112 -0.0028
Si 8.6795 5.558 14.4742 -0.0006 0.0116 -0.0247
Si 10.0835 2.8026 14.4424 0.0041 0.0028 -0.0258
Si 7.4104 10.4274 12.3342 -0.0153 -0.0022 0.0284
Si 11.4173 7.0608 13.9396 -0.0055 -0.0108 -0.0211
Si 8.4677 3.1705 31.0646 -0.0007 0.0022 -0.0661
Si 16.9461 -10.6246 26.7166 0.0026 0.006 -0.053
Si 4.7321 9.6595 16.39 -0.0023 -0.0001 -0.042
Si 3.6048 3.6797 15.7563 0.0077 0.0005 -0.0344
Si 11.8519 13.1955 16.8403 -0.0072 0.0065 -0.0427
Si 2.8312 5.8481 22.6958 0.0011 0.0061 -0.0449
Si 15.2565 18.1533 17.9398 -0.0005 0.0009 -0.0509
Si 17.9472 0.6549 19.0684 0.0005 0.0093 -0.0522
Si 6.1031 7.1458 15.4145 0.0006 -0.0045 -0.0245
Si 10.0026 3.1519 26.4908 0.0022 -0.0001 -0.0538
Si 8.9328 9.6205 18.0872 0.0053 0.0033 -0.0404
Si 12.4549 18.8115 18.5611 0.0017 -0.0029 -0.05
Si 12.2318 3.1823 21.9678 0.0022 0.0001 -0.0504
Si 5.8102 1.7215 16.6454 -0.0088 0.0047 -0.0398
Si 13.6298 9.5863 20.9141 -0.0044 -0.0058 -0.0549
Si 8.0062 17.9314 21.2488 -0.0027 0.0058 -0.0492
Si 1.5148 -2.3561 23.5348 -0.0036 0.0032 -0.059
Si 10.255 4.6228 16.7983 0.0026 -0.0049 -0.0391
Si 12.6179 9.1413 15.8467 0.0063 -0.0019 -0.0404
Si 10.2092 10.9817 15.7846 -0.0021 0.0048 -0.0333
Si 16.2159 -0.1996 21.479 0.0016 -0.0051 -0.0515
Si 7.8618 -5.6679 23.4914 0.0014 0 -0.0497
Si 9.5125 20.1181 22.9537 -0.0019 0.0034 -0.0477
Si 15.8107 -3.3137 20.9375 0.002 -0.0006 -0.0553
Si 8.8117 5.9333 26.1421 -0.0053 -0.0024 -0.0457
Si 9.464 6.9154 18.4679 0.0086 -0.0053 -0.0441
Si 12.9518 9.2214 26.4942 -0.0011 0.0032 -0.0585
Si 6.0575 -6.2074 27.1564 0.0012 -0.004 -0.054
Si 23.5633 13.6472 27.8932 -0.0057 -0.0021 -0.0553
Si 14.1332 11.9789 26.1038 0.0028 -0.0029 -0.0521
Si 4.4819 -12.6066 28.1847 0.0029 -0.0004 -0.0495
Si 4.1506 2.1453 32.142 -0.0006 -0.0045 -0.0444
Si 5.8531 -6.2986 31.4019 -0.0008 0.0061 -0.043
Si 7.5092 11.014 23.842 0.0039 -0.0094 -0.0556
Si 25.5079 1.7487 23.2668 -0.0055 0.0003 -0.0532
Si 23.2401 1.264 19.6415 -0.0005 0.0024 -0.0347
Si -0.2952 18.6069 27.8572 -0.0002 0.0032 -0.0566
Si -6.2763 17.3623 29.1849 0.0006 0.006 -0.0514
Si -1.3271 2.5766 23.6407 0.0022 -0.0019 -0.051
Si -3.3358 2.3155 28.2628 -0.0065 -0.0028 -0.0603
Si 9.6048 10.9274 20.4611 -0.0057 0.0008 -0.0413
Si 20.6235 8.0893 30.7617 0.0044 -0.0055 -0.0576
Si 2.8247 11.3096 29.856 0.0049 0.0036 -0.0636
Si 10.5894 5.274 31.3241 0.0058 -0.0041 -0.0445
Si 12.9569 17.1367 16.3483 -0.0077 0.0011 -0.0376
Si 15.8886 4.3563 24.249 -0.0107 0.006 -0.0473
Si 12.6013 16.5095 29.0911 0.0015 -0.0003 -0.0467
Si 1.1643 -1.1493 31.9177 0.0006 -0.0061 -0.0583
O 4.1798 -3.6414 33.3234 -0.011 0.0069 0.023
O -8.8839 -1.3542 22.3576 -0.0091 -0.0075 0.035
O 6.6889 -0.7137 33.0075 -0.0072 0.0073 0.0224
O 0.0507 5.3907 32.8751 0.0092 -0.0118 0.0426
O 4.9058 1.2616 33.2574 0.0067 -0.0137 0.0275
O -2.581 11.8353 20.0764 0.0039 -0.0031 0.0241
O 15.7195 13.7818 23.5735 0.004 0.0072 0.016
O 12.7078 -3.8925 23.183 -0.0041 0.0053 0.0158
O 0.1871 -2.3727 31.5525 0.0079 0.0085 0.0254
O 13.4416 2.4978 26.4843 -0.0086 0.0055 0.024
O 0.6201 -15.3458 28.2203 0.0065 -0.0057 0.0193
O 1.095 -5.5495 30.5401 -0.0151 -0.0019 0.0314
O 5.7114 5.1553 32.8988 -0.0031 0.0101 0.0333
O 6.7918 7.5661 32.8156 -0.0041 0.0007 0.015
O 7.5461 6.3526 15.3859 -0.0055 0.0073 0.017
O 11.3651 9.9813 15.2122 -0.0035 0.0012 0.01
N 6.4857 1.7632 15.0488 -0.0013 0.0004 0.0137
O -0.9495 10.628 17.3355 -0.0094 -0.0101 0.03
O 5.3189 6.6113 16.7772 -0.0115 0.0039 0.0281
N 3.2905 9.7852 15.4128 -0.0047 -0.007 0.0219
O 5.9527 8.806 15.6507 -0.0027 0.0015 0.0212
O 10.8638 3.3578 17.6004 0.0018 -0.0017 0.0196
O 10.6876 2.8733 22.475 -0.0132 0.0008 0.0215
O 12.3518 -1.7492 17.4705 -0.0028 -0.0046 0.0281
O 15.5907 -9.7527 26.779 0.0038 -0.0006 0.0212
O 15.0138 12.0125 13.8977 0.0009 0.0102 -0.0011
N 15.2044 3.7161 14.2167 -0.0072 -0.0017 0.0389
O 13.3549 10.9887 20.1503 0.0051 -0.0067 0.0269
O 11.0313 7.1817 18.8048 -0.0069 0.0029 0.0114
O 10.8202 19.6186 23.7239 0.0068 -0.0011 0.0225
O 25.4217 5.1951 23.9449 0.0099 -0.0077 0.0229
O 15.1316 11.7468 22.0403 -0.007 0.014 0.0308
O 7.4326 -0.673 18.1853 -0.0019 0.0065 0.0145
O 8.4588 6.2637 24.5877 0.0058 0.0031 0.0361
O 14.123 16.1301 15.8997 -0.0037 0.0053 0.0161
N 9.4812 4.2149 15.3096 0.0059 -0.0001 0.017
N 12.4793 -3.3698 15.2654 0.0108 0.0093 0.0334
O 37.7609 8.0167 29.1348 0.0024 -0.0092 0.0169
O 3.5776 12.0069 31.0746 0.0087 0.01 0.0346
O 15.2932 19.7714 17.7603 -0.0027 -0.0085 0.0195
N 13.5798 6.8445 17.8242 0.002 0.0069 0.0209
O 2.1778 15.1174 28.4192 -0.0014 0.0115 0.0176
O 9.8454 6.707 14.2962 -0.0107 -0.0064 0.007
O 11.5737 16.3597 16.4716 -0.0043 -0.0006 0.0163
O -2.0648 12.9404 13.7222 -0.0006 0.0053 0.0153
O 6.7676 12.7195 17.9719 0.0053 -0.0078 0.0323
O 2.1898 13.814 15.9894 -0.0077 -0.0043 0.0138
O 1.8569 15.6172 22.0112 0.0027 0.0029 0.0197
O 8.4377 -1.1817 24.0557 -0.0064 0.0033 0.0196
O 6.2562 16.0112 23.5957 -0.0028 -0.0026 0.0214
O 22.407 8.8101 27.1048 -0.0132 -0.0096 0.0263
O 10.8488 0.8756 19.9702 -0.0009 0.0012 0.0171
O 4.9225 6.9957 19.4184 0.0043 0.0049 0.0406
O 13.0549 -9.2956 28.9488 0.0059 -0.0147 0.0341
O 9.9117 8.3853 29.1756 -0.0054 0.003 0.0377
O 7.4382 -5.4307 26.8445 -0.0083 -0.0031 0.0247
O 9.4949 9.551 19.6093 0.001 0.0085 0.0294
O 20.7249 10.5016 21.9898 -0.0036 -0.0066 0.03
N 15.3139 9.231 21.1542 0.0011 0.0064 0.011
O 19.8473 19.0117 17.4934 0.0007 -0.0006 0.0171
O 5.1218 11.1574 16.7908 0.0013 0.0037 0.0144
O 8.5597 14.7075 23.775 0.0004 0.0005 0.0168
O 3.9395 6.5468 21.7325 -0.0124 -0.0097 0.026
O 1.6601 13.5474 20.4553 -0.0019 0.0107 0.0282
O 4.7016 13.8156 16.7143 0.0031 -0.0039 0.0155
O 20.1722 5.5001 17.7234 -0.0045 0.0135 0.019
O 23.3893 12.3003 18.0253 0.0006 -0.0082 0.0452
O 19.0942 5.6276 21.9807 -0.0017 -0.0087 0.0257
O 14.3886 0.8079 24.5453 -0.0056 -0.0047 0.046
O 10.3155 2.4175 25.0743 0.0021 0.0075 0.0378
N 21.6731 12.5748 15.6158 0.0049 -0.0072 0.0226
O 13.2162 9.1054 32.8521 0.0133 -0.0084 0.0301
O 2.2842 13.2484 22.9738 0.0083 -0.0055 0.0207
O -6.9883 -22.2585 29.0542 -0.0113 0.0114 0.0263
O 8.7292 21.694 15.1439 0.0147 0.0011 0.0185
O 8.9419 8.0847 22.0093 0.0024 0.0048 0.0179
O 17.2665 3.4417 28.1602 0.001 -0.005 0.0197
O 8.4963 1.3596 23.4555 -0.0002 0.0046 0.0153
O 24.7425 24.7731 32.8467 -0.0093 0.0063 0.0319
O 11.0961 2.7506 27.5942 0.0119 0.0004 0.0161
O 24.7906 17.4079 29.3209 -0.0002 -0.0001 0.0155
O 20.4705 -4.4043 30.934 0.0022 -0.0058 0.0168
O 8.3914 13.2505 32.4716 0.0094 -0.0098 0.0509
O 6.4703 7.5225 21.4018 0.0063 -0.0023 0.0128
O 8.6007 13.5592 27.0969 -0.0132 -0.0046 0.0283
O 17.9021 11.7361 27.8746 0.0068 0.008 0.0209
O 3.2715 -2.3637 27.3119 0.0119 -0.0013 0.0294
O -1.4737 -3.6473 26.8591 0.0129 0.0082 0.0324
O 17.4169 -0.2289 22.5775 0.0151 0.0087 0.0335
O 9.9222 4.7523 26.2494 0.0016 0.0003 0.0182
O 5.2477 16.5938 30.4323 0.0089 -0.012 0.0302
O -5.7649 3.1548 31.3419 -0.0074 -0.0057 0.0226
O 17.587 0.3582 25.2258 -0.014 0.0023 0.0437
O 8.1817 -8.635 29.7561 0.0097 0.0081 0.0446
O 8.4819 -4.0187 19.7327 -0.012 -0.0007 0.0366
O 16.7013 11.2613 20.0412 -0.0107 -0.0048 0.0365
O 13.0013 -2.4802 19.9921 0.0069 0.0163 0.0335
O 1.7064 10.3399 30.5143 -0.0114 -0.009 0.0323
O 8.5047 8.9032 31.4433 -0.0101 0.0053 0.0207
O 8.7149 30.658 34.1266 0.0103 -0.001 0.0247
O -5.852 -5.1797 27.8389 -0.0126 0.0112 0.0262
O 7.4027 4.378 31.0502 -0.0029 0.0003 0.0229
O -5.5666 4.1571 25.8156 0.0082 0.0032 0.0457
O 11.2545 0.0216 32.7124 -0.0112 0.0111 0.0327
O 9.9237 3.8518 30.946 0 0.0034 0.0232
O 13.1089 19.7304 24.941 0.0044 0.0079 0.0471
O 13.1435 -0.0687 26.6404 -0.001 -0.0014 0.0202
O 5.6478 9.6494 27.1571 -0.0097 -0.0089 0.0194
H 2.2109 0.4998 41.7632 -0.3332 0.4455 -0.2639
H 0.6167 2.1912 41.7632 0.2566 -0.2481 -0.3003
H 3.2726 4.8853 41.7751 0.2367 -0.1803 -0.302
H 4.9428 3.2695 41.7751 -0.2672 0.3303 -0.2496
H 0.4687 7.6478 41.8815 0.3793 -0.5149 -0.1633
H 2.1116 6.0035 41.8815 -0.2069 0.1384 -0.3153
H 4.8941 8.7395 41.8574 -0.2461 0.1431 -0.2817
H 3.2261 10.3583 41.8574 0.5561 -0.2555 -0.1634
H 6.0102 2.1595 41.8435 0.2077 -0.3502 -0.2437
H 7.6148 0.4781 41.8435 -0.3208 0.2625 -0.2268
H 10.4061 3.2828 41.8425 -0.1654 0.3552 -0.2564
H 8.7248 4.8878 41.8425 0.3076 -0.3651 -0.2079
H 7.6624 5.9455 41.7786 -0.3169 0.3604 -0.2551
H 6.0359 7.6059 41.7786 0.2685 -0.1412 -0.3005
H 8.7075 10.2877 41.7848 0.2533 -0.2478 -0.3332
H 10.363 8.6566 41.7848 -0.4291 0.4264 -0.2658
H -0.7351 3.5245 5.9644 0.2647 -0.1371 0.3048
H 0.9118 1.8849 5.9644 -0.2462 0.6085 0.1634
H 3.5114 -0.8023 6.0373 -0.2442 0.1145 0.3449
H 1.8833 0.855 6.0373 0.2402 -0.6258 0.1932
H -0.8764 9.0161 6.0894 0.491 -0.4284 0.2266
H 0.7543 7.3597 6.0894 -0.1943 0.1403 0.3576
H 3.5697 4.6089 5.9681 -0.4997 0.1694 0.1965
H 1.8941 6.2195 5.9681 0.1669 -0.2121 0.2907
H 6.2557 1.8963 5.9774 -0.2328 0.182 0.2865
H 4.6436 3.5705 5.9774 0.4989 -0.1632 0.2117
H 7.3547 0.7445 5.9966 0.091 -0.2923 0.3074
H 9.0096 -0.887 5.9966 -0.5854 0.3101 0.1559
H 4.6622 8.9681 5.9457 0.2678 -0.1404 0.2782
H 6.3114 7.3302 5.9457 -0.2639 0.41 0.2056
H 7.3599 6.2606 6.0015 0.201 -0.4531 0.2481
H 9.0055 4.6199 6.0015 -0.1384 0.301 0.3068

Results
free energy: -152741.908 eV
free energy less fixed offsets of H -15.71, N -386.36, O -570.45, Si -639.56 eV per atom: -6.668 eV

The program warned: the cutoff lies below the one the program advises for these potential files; the forces do not sum to zero within the program's tolerance; empty levels may hold ghost states of the PAW files; the exchange-correlation potential is rough where the density is thin.
